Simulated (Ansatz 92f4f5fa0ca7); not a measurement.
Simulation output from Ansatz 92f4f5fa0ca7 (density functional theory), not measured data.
Periodic cell of 243 atoms, Si148O89H6, from a study of silicon, its oxide and their interface. The atomic structure is a simulated model.

Settings: functional PBE; potential files Ansatz PAW; basis plane waves; wave-function cutoff 700 eV; density cutoff ratio 5; exchange-correlation grid ratio 1; k mesh 2 x 2 x 1, shifted by 0.5 0.5 0.5 of a step; self-consistency stop 5e-08 eV per atom in the density residual; occupations fixed; spin none; net charge 0.

Cell vectors (angstrom)
a, 11.6015, 0, 0
b, 0, 10.938, 0
c, 0, 0, 33.0945

Atoms and the computed forces on them: element, x, y, z (angstrom), force x, y, z (eV/angstrom)
Si, -0.096, 0.0251, 24.6834, -0.0545, -0.0728, -0.0412
Si, 3.7868, 0.1566, 24.2702, -0.0109, -0.0305, 0.0237
Si, 7.8172, -0.0567, 24.4602, 0.0689, -0.0276, -0.0463
Si, 1.7141, 1.4528, 24.2239, -0.0647, 0.038, -0.0264
Si, 5.8383, 1.3291, 24.2908, 0.0408, 0.0513, 0.0007
Si, 9.6052, 1.363, 24.8893, 0.0388, 0.0605, -0.1192
Si, 0.2557, 5.6545, 24.3594, 0.018, -0.0765, -0.0024
Si, 3.9877, 5.5114, 24.3731, -0.059, -0.0219, -0.0045
Si, 8.0172, 5.429, 24.4062, 0.0268, -0.0473, -0.0634
Si, 2.1627, 7.0193, 24.3264, 0.0524, 0.0424, -0.0748
Si, 6.0004, 6.7224, 24.3177, -0.0058, 0.0503, 0.0405
Si, 9.8352, 6.8887, 24.458, -0.0033, 0.0579, -0.055
Si, 1.9518, 2.7604, 26.234, -0.0245, -0.0593, 0.0076
Si, 5.8638, 2.7013, 26.2698, 0.0227, -0.042, -0.0042
Si, 9.7349, 2.9034, 26.5652, -0.0016, -0.0757, 0.011
Si, 0.093, 4.2156, 26.3031, 0.0528, 0.0603, -0.0233
Si, 3.9194, 4.0887, 26.2743, 0.0002, 0.0828, -0.0038
Si, 7.7625, 4.1299, 26.366, -0.057, 0.0325, -0.0025
Si, 2.0549, 8.2777, 26.3263, -0.0122, -0.0718, -0.0086
Si, 5.8352, 8.1558, 26.2535, -0.0209, -0.0581, -0.0102
Si, 9.7574, 8.2074, 26.4131, -0.0147, -0.046, -0.0161
Si, 0.089, 9.5476, 26.5004, 0.0366, 0.0547, 0.0011
Si, 3.9408, 9.6727, 26.2444, 0.0261, 0.0717, -0.0265
Si, 7.7614, 9.4901, 26.3536, -0.0251, 0.0602, 0.0028
Si, 0.0702, 0.0463, 28.3334, 0.0097, -0.0429, -0.0243
Si, 3.9241, 0.0136, 28.2411, -0.0134, -0.0456, 0.0179
Si, 7.7644, -0.0015, 28.2474, -0.034, -0.0403, 0.001
Si, 1.9949, 1.4017, 28.2171, -0.0001, 0.0422, 0.0042
Si, 5.8439, 1.3817, 28.2458, -0.0031, 0.0477, 0.0036
Si, 9.7137, 1.3531, 28.3256, -0.0155, 0.0467, -0.0191
Si, 0.0562, 5.5102, 28.2718, 0.0054, -0.0357, 0.0073
Si, 3.8927, 5.4341, 28.2412, 0.0048, -0.0454, 0.0092
Si, 7.7144, 5.5054, 28.2756, -0.0132, -0.0355, 0.0172
Si, 2.0012, 6.8504, 28.2395, 0.0158, 0.0445, 0.0044
Si, 5.779, 6.8549, 28.2441, 0.0006, 0.0443, 0.0021
Si, 9.6856, 6.8096, 28.294, 0.0136, 0.0306, -0.0047
Si, 1.9336, 2.7345, 30.1952, 0.117, 0.0376, -0.1455
Si, 5.8008, 2.7345, 30.1952, 0.0675, -0.0133, -0.0511
Si, 9.6679, 2.7345, 30.1952, -0.019, 0.044, 0.3808
Si, 0, 4.1018, 30.1952, 0.1152, 0.0522, -0.1171
Si, 3.8672, 4.1018, 30.1952, 0.0021, -0.0206, 0.0029
Si, 7.7343, 4.1018, 30.1952, -0.0769, 0.0685, -0.0331
Si, 1.9336, 8.2035, 30.1952, 0.1247, 0.0163, -0.1051
Si, 5.8008, 8.2035, 30.1952, -0.0839, 0.0284, -0.0858
Si, 9.6679, 8.2035, 30.1952, -0.0018, 0.0169, 0.0626
Si, 0, 9.5708, 30.1952, 0.0962, 0.0158, 0.2879
Si, 3.8672, 9.5708, 30.1952, 0.0353, 0.1037, -0.0937
Si, 7.7343, 9.5708, 30.1952, 0.0277, 0.0137, -0.0575
Si, 0, 0, 32.1288, -0.005, -0.0802, 0.0529
Si, 3.8672, 0, 32.1288, -0.0067, 0.0428, -0.0248
Si, 7.7343, 0, 32.1288, -0.007, 0.0635, 0.0271
Si, 1.9336, 1.3673, 32.1288, -0.0013, -0.0495, -0.0257
Si, 5.8008, 1.3673, 32.1288, -0.0086, 0.0425, -0.0477
Si, 9.6679, 1.3673, 32.1288, 0.0052, 0.0714, 0.0857
Si, 0, 5.469, 32.1288, -0.0145, -0.0149, -0.0087
Si, 3.8672, 5.469, 32.1288, 0.0205, -0.0034, -0.0361
Si, 7.7343, 5.469, 32.1288, 0.0085, -0.0259, -0.0184
Si, 1.9336, 6.8362, 32.1288, 0.0006, -0.0401, -0.0045
Si, 5.8008, 6.8362, 32.1288, -0.0067, -0.0054, -0.0143
Si, 9.6679, 6.8362, 32.1288, 0.0055, 0.0201, 0.0442
Si, 1.9336, 2.7345, 0.9679, -0.0341, -0.015, -0.0283
Si, 5.8008, 2.7345, 0.9679, 0.0058, -0.0693, -0.2034
Si, 9.6679, 2.7345, 0.9679, -0.0682, -0.139, 0.1758
Si, 0, 4.1018, 0.9679, -0.03, -0.0812, -0.1028
Si, 3.8672, 4.1018, 0.9679, -0.0729, -0.0079, -0.0104
Si, 7.7343, 4.1018, 0.9679, 0.01, -0.0357, -0.0738
Si, 1.9336, 8.2035, 0.9679, -0.087, -0.0061, 0.0596
Si, 5.8008, 8.2035, 0.9679, -0.0093, -0.01, -0.0014
Si, 9.6679, 8.2035, 0.9679, -0.0218, -0.0503, 0.0617
Si, 0, 9.5708, 0.9679, -0.0519, 0.0275, -0.0147
Si, 3.8672, 9.5708, 0.9679, -0.0623, -0.018, 0.067
Si, 7.7343, 9.5708, 0.9679, -0.0022, -0.0108, 0.2225
Si, -0.0369, -0.0093, 2.9015, -0.0001, -0.0393, 0.0007
Si, 3.8224, -0.0067, 2.915, -0.0013, -0.0522, -0.002
Si, 7.7049, -0.0314, 2.9554, 0.0125, -0.0437, -0.0008
Si, 1.8849, 1.3586, 2.897, 0.0024, 0.0473, 0.003
Si, 5.7699, 1.3306, 2.8549, 0.0114, 0.0449, -0.0101
Si, 9.6294, 1.3583, 2.9311, 0.0011, 0.0473, -0.0187
Si, -0.0467, 5.4518, 2.8891, 0.0252, -0.0398, -0.0045
Si, 3.8191, 5.4851, 2.8863, 0.0148, -0.0473, -0.0043
Si, 7.7022, 5.4556, 2.8931, 0.0131, -0.0321, -0.0108
Si, 1.878, 6.8276, 2.9057, -0.0126, 0.0354, -0.0044
Si, 5.7713, 6.8167, 2.8874, 0.0099, 0.0445, 0.0001
Si, 9.6374, 6.8177, 2.9019, 0.0012, 0.0554, -0.0043
Si, 1.8547, 2.7277, 4.8289, 0.0415, -0.0626, -0.0034
Si, 5.7068, 2.7338, 4.724, -0.0039, -0.0747, 0.0327
Si, 9.5738, 2.6973, 4.8985, -0.0246, -0.0591, 0.0063
Si, -0.0915, 4.1179, 4.839, -0.0262, 0.0705, 0.0114
Si, 3.7772, 4.0873, 4.7849, -0.0292, 0.0517, 0.0039
Si, 7.6706, 4.0927, 4.8177, 0.0435, 0.0568, 0.0092
Si, 1.8846, 8.1697, 4.862, -0.0201, -0.0806, 0.0058
Si, 5.7477, 8.1337, 4.8405, -0.0407, -0.0509, 0.0019
Si, 9.6659, 8.1836, 4.8375, -0.0066, -0.0594, -0.0065
Si, -0.0338, 9.586, 4.8449, -0.0439, 0.0651, 0.0062
Si, 3.828, 9.5008, 4.8202, 0.0026, 0.0721, 0.0041
Si, 7.7136, 9.4768, 4.8971, 0.0031, 0.0505, -0.0099
Si, -0.1142, 0.0625, 6.7577, 0.0479, -0.0499, 0.0168
Si, 3.7419, -0.1746, 6.8128, 0.06, -0.0566, 0.0232
Si, 7.5412, -0.1457, 6.8717, -0.0317, 0.0031, 0.0394
Si, 1.8874, 1.2882, 6.7254, 0.0187, 0.0649, 0.0449
Si, 5.6976, 1.1947, 6.5051, 0.0203, 0.0561, 0.0349
Si, 9.5141, 1.3786, 6.9307, -0.0349, 0.0413, -0.014
Si, -0.1072, 5.5593, 6.7603, -0.0032, -0.1044, 0.0015
Si, 3.7659, 5.3334, 6.7896, 0.0132, -0.078, 0.0495
Si, 7.6711, 5.5172, 6.711, 0.0198, -0.0535, 0.0103
Si, 1.9018, 6.8134, 6.8412, 0.0333, 0.0819, 0.0468
Si, 5.6836, 6.7281, 6.7486, -0.0125, 0.0603, 0.0099
Si, 9.571, 6.9658, 6.8625, -0.0261, 0.062, 0.0587
H, 7.6215, 4.5821, 7.8639, -0.0018, -0.008, -0.0064
H, 5.7016, 7.6105, 7.9562, -0.0033, 0.0047, -0.0131
H, 11.6096, 10.0933, 7.9359, -0.0025, -0.0057, -0.0127
O, 6.0881, 2.1933, 7.7807, -0.0808, 0.0144, 0.0135
O, 1.9509, 7.7797, 8.2178, 0.015, 0.0136, -0.0185
O, 9.4922, 8.0866, 8.1378, 0.0149, -0.0047, -0.0218
O, 11.4898, 4.4029, 7.9665, -0.022, -0.006, -0.0059
O, 6.907, 10.0503, 8.2918, 0.0661, -0.0198, 0.0189
O, 3.7057, 9.8013, 8.2094, 0.0019, 0.002, -0.0316
O, 2.0152, 2.1834, 8.1255, 0.0049, 0.0106, -0.0122
O, 3.7527, 4.2469, 8.0625, -0.0178, -0.0014, -0.0206
O, 9.592, 2.4763, 8.2123, -0.0056, -0.0017, -0.0288
H, 3.8363, 4.6494, 23.1553, 0.0111, -0.0138, 0.0105
H, 3.8777, 10.1649, 23.1016, -0.0003, -0.0262, 0.0052
H, 5.9865, 7.6229, 23.1156, 0.0027, 0.016, 0.007
O, 2.2521, 7.9044, 22.8965, -0.0177, 0.0064, 0.0022
O, 9.6558, 7.8148, 23.082, 0.0326, 0.0237, 0.0224
O, 11.14, 10.0114, 23.3647, -0.0101, 0.0038, 0.0178
O, 8.4445, 4.5109, 23.0686, -0.0215, -0.0368, 0.0061
O, 9.6094, 2.1315, 23.4284, -0.0005, 0.0107, 0.036
O, 8.4158, 10.1637, 23.0408, -0.0053, -0.0199, 0.0213
O, 5.8802, 2.3594, 22.9806, 0.0256, 0.003, -0.0121
O, 1.2047, 2.3107, 22.859, 0.0291, 0.0141, 0.0234
O, 12.1686, 4.8611, 22.926, -0.043, -0.0194, 0.0116
Si, 10.3978, 3.6975, 8.9486, 0.0022, 0.0183, 0.006
Si, 7.9495, 4.5608, 13.1585, 0.0016, -0.0036, 0.0071
Si, 6.1908, 4.7498, 10.9029, -0.0004, -0.0046, -0.0007
Si, 1.5161, 11.3394, 15.5945, -0.0024, 0.0019, -0.0032
Si, 6.3594, 8.9023, 15.487, 0.004, 0.0026, 0.0003
Si, 0.6528, 9.3381, 11.1321, -0.0002, 0.0039, -0.0011
Si, 6.8489, -1.4811, 18.3871, 0.0065, 0.0057, -0.0054
Si, -0.8731, 3.5345, 16.9605, -0.0005, -0.0035, -0.0014
Si, 4.3868, 7.5179, 19.1909, -0.0033, -0.0024, 0.0015
Si, 6.3778, 2.8335, 21.5058, -0.0028, 0.0025, 0.0071
Si, 1.2706, 2.7617, 19.2159, -0.0027, 0.0024, -0.0026
Si, 9.1269, 3.2095, 22.3439, -0.0013, -0.0139, -0.0027
Si, 9.6429, 8.6018, 9.6921, 0.0031, 0.0117, 0.0118
Si, 3.7503, 9.3981, 14.6254, 0.001, 0.0014, -0.0024
Si, 10.0661, 2.7375, 14.225, -0.004, -0.0049, 0.0011
Si, 16.8213, 0.9334, 19.2292, 0, 0.0019, -0.0017
Si, 1.2119, 6.4846, 12.4309, 0.0023, -0.0067, 0.0095
Si, 0.4786, 14.466, 22.0028, -0.0105, 0.0107, -0.0147
Si, 2.1245, 8.3483, 21.3344, 0.005, 0.0024, 0.0082
Si, 3.422, 2.3766, 17.2544, 0.0062, 0.001, -0.0021
Si, 12.4021, 9.3376, 17.6252, -0.0033, 0.0005, -0.0077
Si, 5.7722, 8.9474, 12.5697, 0.0023, 0.0024, 0.0052
Si, 2.6649, 7.3071, 16.5105, -0.0022, -0.0055, -0.0046
Si, -2.7711, 5.8185, 10.6745, 0.0012, -0.006, -0.0008
Si, 3.4534, 15.5829, 15.3341, 0.0034, 0.0003, -0.0043
Si, 0.6558, 4.7469, 14.6598, -0.0009, 0.0004, 0.0011
Si, 7.895, 4.92, 17.6498, -0.0011, -0.0065, -0.0026
Si, 6.2727, 16.7266, 15.2281, -0.0027, -0.0001, -0.0033
Si, 0.2806, 12.0811, 12.855, -0.0071, 0.0097, 0.0137
Si, 0.9051, 3.6057, 11.0805, 0.0076, -0.0056, -0.0062
Si, 5.8536, 2.1514, 9.3766, -0.0086, 0.002, -0.0205
Si, 13.9581, -0.1312, 19.8175, 0.0016, -0.0034, 0.0057
Si, 6.3522, 5.3493, 20.0636, -0.0042, -0.0074, 0.0049
Si, 4.1634, 6.7988, 11.3261, 0.0026, -0.0043, 0.0024
Si, 7.1011, 10.3288, 9.9226, 0.0015, -0.0056, -0.0046
Si, 14.6768, 3.0743, 8.9823, 0.0036, -0.0126, 0.0084
Si, 2.9091, 8.7241, 9.1581, 0.0019, -0.0085, 0.015
Si, 8.436, 7.2388, 19.3629, 0.0007, -0.0004, -0.0021
Si, 9.8153, 9.3836, 22.6514, 0.0043, -0.0045, -0.0061
Si, -0.6581, 8.3584, 20.086, 0.0006, 0.0001, -0.0013
O, -1.0928, 3.4429, 21.5172, -0.0134, 0.0073, 0.0067
O, 7.4199, 6.5395, 20.45, -0.0032, -0.0077, -0.0406
O, 3.9214, 7.7436, 10.0063, -0.015, -0.0006, 0.0099
O, 3.9596, 11.0637, 19.8742, -0.0048, 0.0078, -0.0188
O, 0.4328, 10.6295, 12.12, 0.0165, -0.008, -0.0165
O, 5.5877, -2.3642, 18.9194, 0.0064, -0.0011, 0.0123
O, 0.7404, 7.7532, 20.6867, 0.0026, 0.0254, 0.0002
O, 12.0593, 10.458, 16.48, 0.0364, -0.01, 0.0027
O, 5.6223, 12.9684, 20.335, 0.0098, 0.0042, 0.0039
O, 1.9992, 9.9861, 21.1896, 0.006, -0.0198, -0.0345
O, 2.6832, 16.6403, 16.3135, 0.0195, 0.0049, -0.0076
O, 10.1802, 9.4253, 21.064, 0.0055, -0.0265, 0.0044
O, 0.6845, 5.1536, 11.6153, 0.006, 0.0209, 0.0168
O, 3.5908, 18.4933, 17.799, -0.0037, -0.0074, 0.0036
O, 2.077, -1.0646, 18.5021, -0.027, 0.0096, 0.0089
O, 6.7066, 11.9074, 10.1219, -0.0089, 0.0036, -0.0216
O, -1.3087, 12.4578, 13.1399, 0.009, 0.0167, -0.0032
O, 8.2408, 6.5012, 17.9141, -0.0096, -0.0145, 0.0276
O, 4.7141, 12.5348, 17.8362, -0.0166, -0.0025, 0.0241
O, 1.4228, 12.1382, 19.7072, 0.0164, 0.0083, -0.0166
O, 7.2246, 9.4301, 16.7694, -0.0057, -0.0029, 0.0209
O, 1.1048, 2.3253, 12.0812, -0.014, -0.0131, 0.0027
O, -3.6117, 2.605, 21.3445, -0.016, 0.0208, 0.0322
O, 9.3059, 4.1447, 17.4687, -0.0014, 0.0064, -0.002
O, 9.0913, 5.1223, 12.1288, -0.0342, 0.0017, -0.0138
O, 0.7399, 6.253, 13.9957, 0.0085, -0.0175, -0.0258
O, 3.4392, 7.8654, 20.4794, -0.0156, 0.0074, -0.0103
O, 11.5547, 2.9283, 18.2395, 0.0168, 0.0092, -0.0058
O, 12.2103, 7.9308, 11.9721, -0.0049, 0.0146, -0.0148
O, 11.1563, 3.8916, 13.8154, -0.0049, -0.0063, 0.0182
O, 6.6121, 4.0964, 12.3438, 0.0188, 0.026, -0.0103
O, 4.9984, 6.0286, 19.4677, 0.0218, 0.0172, 0.0021
O, 12.8042, -3.0004, 16.8745, 0.015, 0.022, 0.0057
O, 6.5312, 10.973, 18.8786, -0.0099, -0.0105, -0.0019
O, 7.2137, 5.9544, 10.4689, 0.0162, -0.0244, 0.0135
O, 6.4342, 14.5094, 9.8443, -0.0128, 0.007, 0.0137
O, 4.0277, 3.3777, 16.1516, -0.0323, 0.0023, 0.0044
O, 8.6415, 9.8252, 10.1232, 0.0022, -0.0233, 0.0011
O, 2.8303, 6.6102, 12.2359, -0.0019, 0.0018, -0.0187
O, 2.6306, 3.1999, 18.4231, -0.0084, -0.0282, -0.0114
O, 2.316, 12.3235, 16.5958, 0.0047, -0.004, -0.0052
O, 0.8227, 12.1425, 14.3919, 0.0075, -0.0063, 0.003
O, 6.0996, 18.2519, 15.7503, 0.0067, 0.0011, -0.0168
O, 4.9759, 9.7657, 15.6376, -0.0052, -0.0221, -0.0346
O, 11.1607, 9.1025, 18.6406, 0.0235, -0.0114, 0.012
O, 3.2106, 7.9281, 15.0937, -0.011, 0.0054, 0.0143
O, 5.4015, -3.5485, 12.2299, -0.0186, 0.0077, -0.0145
O, 1.2388, 3.6822, 20.5633, -0.0008, -0.0214, 0.0051
O, 6.808, 9.0682, 13.878, -0.0377, -0.0097, 0.0024
O, 4.3168, 9.5364, 13.0917, 0.0205, -0.0028, 0.0195
O, 4.6733, 5.3159, 10.8633, 0.0241, 0.0169, 0.0017
O, -1.6326, 7.0682, 19.8717, -0.0146, 0.0281, -0.0085
O, 9.4169, 15.8304, 9.4755, 0.0037, -0.0101, 0.0258
O, 6.8405, 4.8166, 16.4131, 0.0028, 0.0228, 0.0015
O, 4.8113, 16.2123, 14.6646, 0.0147, 0.0141, 0.0182
O, 4.2346, 2.091, 9.6283, -0.0034, 0.0268, -0.0136
O, 2.2537, 3.7503, 10.1953, -0.007, -0.0196, -0.0167
O, 8.1385, 8.8317, 19.1621, -0.0131, -0.0206, -0.0123
O, 7.0814, 4.3701, 18.9605, 0.0019, 0.0359, 0.0007
O, 2.0388, 9.529, 10.2888, -0.003, -0.0211, -0.0085
O, -3.0478, 3.3202, 14.0177, 0.0199, 0.0184, -0.0149
O, 5.9882, 4.4222, 21.3497, 0.0142, -0.0129, -0.0322
O, 6.2752, 9.6135, 11.1638, -0.003, -0.0078, 0.0045
O, 13.7894, 4.1383, 14.409, -0.0138, -0.0032, 0.0001
O, 11.099, 9.2407, 9.9952, 0.0015, -0.0131, 0.0113
O, 7.4512, 16.727, 14.1042, -0.0051, -0.0188, -0.0045
O, 0.0873, 4.6599, 16.2084, -0.0153, -0.0272, 0.0028
O, 10.3057, 2.4059, 15.825, 0.004, 0.0407, -0.0109
O, 2.545, 10.4148, 14.7779, 0.0076, -0.0052, 0.0234
O, 11.1977, 3.1222, 10.2323, -0.0001, 0.0248, -0.0259
O, 9.4501, 7.3105, 10.6681, -0.0013, 0.0058, -0.0235

Results
free energy: -144814.607 eV
free energy less fixed offsets of H -17.10, O -569.03, Si -635.61 eV per atom: 1.943 eV

The program warned: the cutoff lies below the one the program advises for these potential files; the forces do not sum to zero within the program's tolerance; the exchange-correlation potential is rough where the density is thin.
